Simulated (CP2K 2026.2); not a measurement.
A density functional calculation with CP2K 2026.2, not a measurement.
Periodic cell of 504 atoms, Si360O144, from a study of silicon, its oxide and their interface. The atomic structure is a simulated model.
Doubt: the forces sum to 3.29 eV/angstrom along one axis rather than to zero, so they err by at least 0.0065 eV/angstrom per atom on average; the grid cutoff is modest.

Settings: functional PBE; method Gaussian and plane waves; basis set DZVP-MOLOPT-SR-GTH; pseudopotentials GTH-PBE; grid cutoff 300 Ry, relative cutoff 40 Ry; k points Gamma only; occupations fixed; spin none; net charge 0.

Cell vectors (angstrom)
a 16.32 0 0
b 0 16.32 0
c 5.6595 2.788 34.0612

Atoms and the computed forces on them: element, x, y, z (angstrom), force x, y, z (eV/angstrom)
Si 1.438 -1.798 0.148 0.036 0.252 0.677
Si 4.302 0.955 0.008 -0.115 0.124 0.735
Si 1.09 4.281 -0.005 0.344 -0.115 0.736
Si 3.961 7.13 -0.029 0.072 -0.255 0.706
Si 1.728 -6.98 0.036 -0.293 0.036 0.753
Si 3.74 -3.905 0.107 0.251 0.012 0.728
Si 6.667 -1.109 0.017 0.076 -0.21 0.753
Si 9.213 1.712 -0.001 0.19 -0.178 0.779
Si 6.912 3.867 0.076 -0.154 0.144 0.751
Si 9.171 7.082 0.018 0.102 -0.08 0.723
Si 7.076 9.415 0.05 -0.189 0.053 0.731
Si -6.602 -4.271 0.095 -0.078 0.23 0.774
Si -3.689 -1.605 0.088 -0.237 0.092 0.77
Si -1.434 1.571 0.181 0.042 -0.176 0.723
Si -3.71 3.733 0.021 -0.173 0.13 0.769
Si -1.133 6.532 0.019 -0.12 0.276 0.765
Si -4.418 -6.512 0.084 0.125 -0.15 0.77
Si -1.577 -3.875 0.314 -0.031 -0.135 0.733
Si 2.675 -0.124 1.315 -0.001 -0.014 -0.049
Si 5.375 2.627 1.324 0.004 -0.006 -0.063
Si 2.763 5.461 1.199 -0.011 0.03 -0.062
Si 5.475 8.251 1.352 0.005 0.024 -0.041
Si 2.714 -5.451 1.509 -0.003 -0.008 -0.048
Si 5.446 -2.728 1.26 -0.022 0.001 -0.038
Si 8.166 0.077 1.356 -0.004 0 -0.077
Si -5.422 2.727 1.3 0.005 0.001 -0.052
Si 8.087 5.472 1.341 -0.006 -0.028 -0.036
Si -5.517 8.164 1.346 -0.012 0.013 -0.079
Si 8.209 10.892 1.446 0.012 -0.015 -0.046
Si -5.398 -2.677 1.331 0.02 -0.018 -0.066
Si -2.635 -0.013 1.428 0.015 0.019 -0.038
Si 0.052 2.778 1.469 -0.005 0.018 -0.056
Si -2.702 5.406 1.34 0.013 -0.017 -0.07
Si 0.034 8.179 1.247 0.011 -0.002 -0.063
Si -2.813 -5.465 1.445 -0.005 -0.01 -0.055
Si -0.018 -2.793 1.642 -0.006 -0.019 -0.044
Si 1.411 1.33 2.704 0.007 -0.024 0.001
Si 4.052 4.075 2.627 0.013 0.014 0.009
Si 1.393 6.805 2.638 0.008 -0.009 0.028
Si 4.145 9.551 2.786 0.006 -0.006 0.041
Si 1.334 -4.182 2.901 0.007 -0.002 0.036
Si 4.08 -1.418 2.71 0.006 -0.003 0.028
Si 6.777 1.367 2.745 -0.013 -0.011 0.041
Si 9.544 4.131 2.659 -0.016 -0.008 0.019
Si 6.754 6.816 2.724 0.001 -0.006 0.022
Si 9.524 9.509 2.801 0.018 0.005 0.047
Si 6.781 12.262 2.691 -0.012 0.017 0.005
Si -6.783 -1.322 2.67 -0.011 -0.004 0.005
Si -4.105 1.332 2.702 0.012 0.015 0.014
Si -1.352 4.113 2.788 0 0.014 0.033
Si -4.1 6.788 2.65 -0.005 0.006 0.003
Si -1.355 -6.841 2.673 0.018 0.007 0.012
Si -4.12 -4.054 2.788 -0.015 0.017 0.037
Si -1.324 -1.315 2.869 -0.028 -0.004 0.027
Si 0.052 0.046 4.147 0.008 0.002 0.015
Si 2.741 2.722 4.049 -0.01 0.008 -0.006
Si 0.039 5.481 4.078 -0.003 0.008 -0.009
Si 2.735 8.144 4.058 -0.024 0.001 -0.024
Si -0.06 -5.53 4.157 -0.007 -0.008 0.019
Si 2.741 -2.753 4.129 0.018 0.012 -0.022
Si 5.425 -0.024 4.079 -0.014 0.002 -0.019
Si 8.172 2.756 4.039 0.001 0.006 -0.017
Si 5.405 5.419 4.042 -0.003 0.006 -0.002
Si 8.136 8.145 4.105 0.007 0.016 -0.005
Si 5.478 10.916 4.123 0.003 -0.008 0.012
Si 8.161 -2.693 4.033 0.013 -0.004 -0.016
Si -5.448 -0.001 4.086 0.016 0.001 -0.003
Si -2.738 2.71 4.072 0 -0.002 -0.009
Si -5.438 5.454 4.059 -0.009 0.001 0.006
Si -2.721 8.13 4.032 -0.013 -0.002 -0.003
Si -5.451 -5.43 4.142 0.007 -0.013 -0.004
Si -2.731 -2.712 4.139 0.007 -0.021 -0.016
Si 1.317 -1.385 16.347 -0.013 -0.005 -0.009
Si 4.082 1.349 16.317 0.006 -0.005 -0.012
Si 1.361 4.022 16.281 0.011 -0.017 -0.018
Si 4.072 6.776 16.271 0.001 0.006 -0.004
Si 1.313 -6.801 16.316 -0.002 -0.007 -0.018
Si 4.053 -4.059 16.307 -0.002 -0.01 -0.003
Si 6.793 -1.334 16.318 0.007 0.005 -0.012
Si -6.788 1.377 16.334 -0.002 0.01 -0.002
Si 6.784 4.057 16.257 0.002 0.006 -0.023
Si -6.77 6.833 16.31 0 0.017 -0.007
Si 6.822 9.521 16.276 -0.008 0.003 -0.011
Si -6.759 -4.05 16.317 0.016 0.014 -0.009
Si -4.061 -1.356 16.342 -0.006 0 -0.007
Si -1.362 1.345 16.361 -0.007 0.007 -0.01
Si -4.066 4.093 16.361 0.001 0.006 -0.006
Si -1.378 6.799 16.316 -0.001 -0.011 -0.001
Si -4.072 9.545 16.327 0.006 0.004 0.001
Si -1.35 -4.083 16.38 0.005 -0.001 -0.005
Si 2.701 -0.019 17.648 0.008 -0.001 -0.001
Si 5.458 2.712 17.668 0.008 -0.004 0.01
Si 2.763 5.339 17.604 0.01 -0.014 -0.012
Si 5.417 8.176 17.592 0.006 -0.016 0.022
Si 2.635 -5.388 17.642 -0.001 0.03 -0.015
Si 5.434 -2.711 17.656 -0.005 0.011 0.016
Si 8.128 0.054 17.683 0.002 0.002 -0.016
Si -5.408 2.71 17.713 -0.01 0.001 0.025
Si 8.132 5.447 17.556 -0.014 -0.004 -0.01
Si -5.403 8.19 17.703 -0.017 -0.018 0.01
Si 8.218 10.864 17.618 -0.005 0.003 -0.012
Si -5.421 -2.684 17.718 -0.012 -0.024 0.01
Si -2.709 -0.024 17.737 -0.003 0.013 0.003
Si 0.006 2.716 17.697 0.005 -0.006 0.015
Si -2.706 5.464 17.728 0.016 -0.008 0.003
Si -0.034 -8.176 17.685 0.021 0.027 0.022
Si -2.72 -5.445 17.728 0.004 0.016 0.03
Si -0.012 -2.729 17.789 0.01 -0.002 -0.004
Si 1.392 1.353 19.031 0.004 0.001 -0.029
Si 4.138 4.063 19.051 -0.01 0.029 -0.004
Si 1.362 6.668 18.879 -0.021 -0.012 -0.024
Si 4.014 -6.763 18.887 0.008 -0.015 -0.024
Si 1.331 -4.114 19.163 0.01 -0.015 0.01
Si 4.019 -1.394 19.014 0.011 0.004 -0.019
Si 6.764 1.379 19.095 0.014 -0.014 -0.012
Si -6.853 4.12 18.927 -0.009 -0.013 -0.03
Si 6.775 6.788 18.905 -0.018 0.002 -0.037
Si -6.76 9.56 19.052 0.001 0.019 -0.003
Si 6.856 -4.098 18.923 -0.001 0.012 -0.029
Si 9.507 -1.274 19.016 0.008 0.008 -0.028
Si -4.032 1.343 19.112 -0.016 0.008 -0.001
Si -1.336 4.088 19.075 -0.015 0.017 -0.024
Si -4.045 6.854 19.1 0.025 0.014 -0.013
Si -1.394 -6.839 19.112 -0.037 -0.018 -0.01
Si -4.043 -4.032 19.095 0.015 -0.013 -0.027
Si -1.373 -1.362 19.167 -0.007 -0.018 0.015
Si 0.079 -0.014 20.444 0.027 -0.001 0.055
Si 2.791 2.69 20.394 0.014 -0.008 0.077
Si 0.092 5.418 20.409 0.022 -0.017 0.034
Si 2.692 8.067 20.116 0.014 0.012 0.029
Si -0.065 -5.489 20.518 0.02 0.036 0.05
Si 2.758 -2.77 20.494 -0.022 -0.02 0.039
Si 5.333 -0.009 20.38 -0.012 -0.003 0.053
Si 8.121 2.839 20.371 -0.021 0.006 0.082
Si 5.457 5.499 20.379 0.005 -0.001 0.063
Si 8.14 8.128 20.241 0.005 -0.004 0.045
Si 5.439 -5.447 20.199 0.009 -0.01 0.028
Si 8.169 -2.704 20.289 0.008 -0.02 0.021
Si -5.5 0.059 20.463 0.008 0.011 0.034
Si -2.627 2.699 20.472 0.014 -0.01 0.043
Si -5.506 5.476 20.278 -0.027 0.004 0.041
Si -2.706 -8.185 20.599 0.02 0.016 0.045
Si -5.399 -5.401 20.45 0.018 0.01 0.053
Si -2.734 -2.693 20.588 -0.025 -0.021 0.073
Si 1.602 -1.189 21.808 -0.128 -0.213 -0.731
Si 3.777 1.086 21.805 0.234 0.1 -0.75
Si 1.348 3.918 21.746 0.14 0.232 -0.706
Si 4.251 7.123 21.577 -0.054 -0.223 -0.762
Si 1.139 -7.256 21.503 -0.123 0.17 -0.669
Si 4.448 -3.949 21.675 -0.266 -0.039 -0.66
Si 6.527 -1.624 21.537 0.065 0.021 -0.7
Si -6.596 1.783 21.681 -0.064 -0.242 -0.781
Si 7.077 4.467 21.729 -0.171 -0.161 -0.734
Si -7.019 6.663 21.634 0.159 0.137 -0.742
Si 6.519 -7.061 21.453 0.099 0.036 -0.761
Si 9.736 -3.767 21.662 -0.048 -0.195 -0.792
Si -4.402 -1.513 21.824 0.177 0.135 -0.697
Si -0.884 1.65 21.766 -0.305 -0.131 -0.758
Si -4.33 3.928 21.535 0.2 -0.012 -0.723
Si -1.051 6.896 21.822 -0.232 -0.081 -0.692
Si -3.855 -6.517 21.867 -0.135 -0.179 -0.843
Si -1.605 -4.314 21.928 0.181 0.148 -0.777
Si 0.668 4.728 -5.168 0.11 -0.046 -0.057
Si 0.081 -0.131 -2.006 0.015 -0.01 0.102
Si -0.125 -5.614 -1.886 0.131 -0.07 0.093
Si -1.133 -6.357 -6.606 0.051 0.032 0.118
Si 0.326 7.704 -5.035 0.008 0.075 -0.031
Si 4.714 1.432 24.728 0.015 0.035 -0.126
Si 3.049 5.469 23.954 0.063 -0.061 -0.166
Si -1.485 8.014 -2.63 0.088 -0.057 -0.023
Si -2.545 4.932 23.773 0.141 0.14 -0.145
Si 2.337 3.859 -2.767 -0.082 0.04 0.092
Si 0.566 -4.475 -4.72 -0.068 -0.039 -0.155
Si 6.482 -3.109 -4.096 0.017 -0.006 0.064
Si 7.57 -3.974 -6.826 -0.055 0.074 0.047
Si -6.918 -1.445 -6.723 -0.067 0.028 -0.015
Si 1.626 -6.738 26.077 -0.07 -0.084 -0.145
Si 3.147 -0.199 -6.924 -0.036 0.123 -0.024
Si 2.622 -5.493 23.429 0.13 0.027 -0.085
Si 2.926 1.068 -2.799 0.072 -0.063 0.192
Si -4.544 4.106 -2.982 0.063 -0.083 0.137
Si 5.14 -0.319 -4.632 0.026 0.005 0.042
Si -2.092 -1.668 -6.725 0.006 0.053 -0.019
Si -7.709 -2.42 -2.136 -0.051 0.009 0.204
Si 5.101 5.245 -2.125 0.01 0.142 0.078
Si 6.8 -3.634 25.62 -0.015 0.007 0.003
Si -8.116 -5.568 23.69 0.125 0.027 -0.125
Si 6.863 -0.74 24.36 -0.04 0.06 -0.104
Si 5.613 6.142 -5.017 0.006 0.004 -0.046
Si 5.183 -7.117 -4.484 0.092 0.01 0.042
Si -3.557 3.989 -7.389 0.025 0.033 -0.053
Si 5.355 -5.394 -2.135 0.045 -0.006 0.105
Si 2.11 2.708 -7.243 -0.005 0.021 -0.054
Si -6.234 5.085 -7.277 -0.033 -0.045 -0.17
Si -5.891 -7.724 23.922 -0.082 -0.009 -0.229
Si -4.223 -6.681 -7.232 0.116 -0.047 -0.192
Si -4.892 -1.003 -2.72 -0.052 -0.125 0.124
Si 5.868 4.138 24.633 0.036 0.068 -0.044
Si 7.623 3.164 -7.406 0.054 0.078 0.015
Si -4.496 -2.492 -5.219 0.057 -0.074 -0.054
Si 7.922 0.914 -5.218 -0.005 0.012 -0.057
Si -2.054 3.244 -4.821 -0.091 0.02 -0.002
Si -8.162 -6.473 -5.393 -0.059 -0.079 0.076
Si -7.775 6.825 -5.308 -0.076 -0.002 0.036
Si 4.807 4.428 -7.348 -0.115 -0.013 -0.052
Si 0.574 -3.298 23.779 -0.074 0.083 0.031
Si 0.705 -1.64 -5.782 -0.048 0.056 0.074
Si -7.122 1.083 24.629 0.038 0.07 -0.155
Si -1.165 0.213 -4.622 -0.072 -0.057 -0.002
Si -1.889 1.949 24.447 -0.053 -0.048 -0.059
Si 2.5 -6.508 -5.63 -0.041 -0.141 0.068
Si -6.172 6.638 -2.866 0.004 -0.077 0.185
Si -4.164 -7.347 -2.873 0.033 -0.017 0.117
Si -4.184 -0.043 24.604 0.076 0.042 -0.203
Si -5.527 -5.412 -4.743 0.037 -0.09 0.144
Si -6.225 1.501 -2.994 -0.023 0.063 0.168
Si 1.39 -1.36 5.469 -0.004 -0.009 0.007
Si 4.089 1.366 5.431 0.002 -0.004 0.003
Si 1.37 4.077 5.42 0.002 -0.001 0.006
Si 4.069 6.778 5.429 0.008 0.003 0.005
Si 1.363 9.465 5.461 0.006 -0.007 0.004
Si 4.101 12.236 5.489 -0.003 -0.007 0.016
Si 6.807 -1.36 5.432 -0.017 -0.018 0
Si 9.51 1.38 5.418 -0.009 0.001 0.003
Si 6.799 4.092 5.411 0.006 0.003 0.005
Si -6.8 6.795 5.439 -0.003 0.006 0.009
Si 6.809 9.525 5.467 0.001 0.003 0.01
Si -6.831 -4.059 5.447 -0.006 0.007 0.001
Si -4.099 -1.351 5.469 -0.002 0.004 0.007
Si -1.362 1.384 5.457 -0.011 0.011 0.012
Si -4.09 4.081 5.424 0.009 -0.002 0.008
Si -1.356 6.804 5.431 0.01 0.004 0.009
Si -4.059 -6.814 5.432 0.008 0.003 0.006
Si -1.38 -4.1 5.478 0 0.008 0.012
Si 2.736 0.014 6.815 0.003 0.001 -0.004
Si 5.455 2.722 6.787 -0.001 0.002 -0.004
Si 2.721 5.425 6.801 -0.003 -0.001 -0.005
Si 5.428 8.151 6.792 0.001 0.003 0
Si 2.717 10.859 6.806 -0.001 0.001 -0.002
Si 5.463 -2.713 6.821 -0.001 -0.004 0.003
Si 8.16 0.012 6.787 0.001 0 -0.004
Si -5.446 2.725 6.79 0.005 0.005 -0.002
Si -8.165 5.439 6.794 0.001 0.006 -0.003
Si -5.433 -8.164 6.794 -0.006 0.002 -0.004
Si -8.16 -5.431 6.821 -0.011 -0.003 -0.001
Si -5.462 -2.713 6.815 0.001 -0.004 0
Si -2.719 0.008 6.807 0.005 -0.005 0
Si 0.001 2.742 6.803 -0.004 0.005 0.001
Si -2.719 5.435 6.784 0.006 0 0.001
Si -0.006 8.137 6.826 0 0.003 -0.001
Si -2.732 -5.457 6.83 0.006 -0.002 0
Si 0.006 -2.728 6.805 -0.003 -0.001 0.004
Si 1.356 1.368 8.159 -0.002 -0.004 -0.004
Si 4.089 4.074 8.156 -0.005 0.005 -0.008
Si 1.358 6.777 8.172 -0.014 -0.013 0.003
Si 4.077 9.507 8.168 -0.01 -0.013 -0.005
Si 1.363 -4.091 8.162 0.012 -0.003 -0.002
Si 4.093 -1.353 8.169 0.011 0.004 0.002
Si 6.804 1.362 8.156 0 0.003 -0.003
Si -6.803 4.08 8.155 -0.007 -0.003 -0.002
Si 6.798 6.802 8.155 0.002 0.007 -0.006
Si -6.79 -6.798 8.16 0.009 0.019 -0.003
Si 6.803 -4.08 8.185 0 -0.001 0
Si -6.81 -1.344 8.167 -0.003 -0.005 -0.007
Si -4.083 1.369 8.158 -0.001 0.002 -0.004
Si -1.363 4.089 8.163 0.005 0 0
Si -4.075 6.794 8.153 0.003 0.008 -0.017
Si -1.356 -6.807 8.177 0.014 0.004 0.002
Si -4.097 -4.082 8.168 -0.007 -0.008 0.002
Si -1.361 -1.363 8.158 -0.003 0 -0.003
Si -0.003 0.001 9.517 0 -0.001 0.002
Si 2.721 2.721 9.519 0.008 0.003 -0.003
Si -0.006 5.433 9.534 0 0 0.004
Si 2.715 8.15 9.526 0.003 0.008 -0.003
Si 0.002 -5.441 9.528 -0.001 0.004 0.003
Si 2.725 -2.725 9.515 -0.008 -0.002 -0.006
Si 5.448 0.005 9.525 0 0 -0.002
Si -8.154 2.718 9.517 0.001 -0.005 0.001
Si 5.442 5.44 9.518 0.004 0.001 -0.005
Si -8.161 -8.155 9.515 -0.001 -0.002 -0.006
Si 5.434 -5.445 9.527 0 0.004 0
Si -8.157 -2.712 9.533 -0.005 -0.003 0
Si -5.439 0.008 9.521 -0.001 0.003 -0.003
Si -2.72 2.722 9.52 0.002 0.005 0
Si -5.438 5.439 9.514 0.003 0.001 -0.004
Si -2.722 8.152 9.525 -0.002 -0.004 -0.003
Si -5.445 -5.44 9.533 -0.006 -0.006 0.003
Si -2.726 -2.718 9.518 0.007 -0.004 0
Si 1.356 -1.367 10.869 0.012 -0.004 -0.003
Si 4.079 1.359 10.876 -0.002 -0.004 0.004
Si 1.353 4.069 10.885 -0.01 0.004 -0.004
Si 4.08 6.795 10.883 -0.002 -0.003 -0.001
Si 1.358 9.515 10.886 0.002 -0.007 0.001
Si 4.077 -4.082 10.887 0.003 -0.004 0.003
Si 6.8 -1.358 10.889 0.004 0 0
Si -6.794 1.365 10.884 -0.004 0.005 0.002
Si -9.514 4.079 10.872 0.002 -0.002 0.002
Si -6.796 -9.516 10.87 0 0.006 -0.002
Si -9.519 -6.797 10.884 0 0.002 0.001
Si -6.797 -4.071 10.892 0 0.004 0
Si -4.08 -1.353 10.882 -0.007 0.001 -0.005
Si -1.365 1.356 10.882 -0.003 0.002 0.003
Si -4.078 4.082 10.881 0 -0.006 0.001
Si -1.364 6.797 10.89 0.007 0.001 -0.003
Si -4.079 9.518 10.88 0.003 0.008 -0.003
Si -1.363 -4.077 10.876 0.006 -0.007 0.002
Si 2.714 -0.009 12.224 -0.007 -0.002 -0.002
Si 5.446 2.717 12.227 0 0.009 0.004
Si 2.709 5.438 12.234 0.001 -0.006 0.002
Si 5.439 8.16 12.243 0.002 0 -0.003
Si 2.715 10.878 12.246 -0.002 0.004 -0.003
Si 5.435 -2.717 12.247 0.002 0.005 0.003
Si 8.17 -0.002 12.238 -0.003 -0.002 0
Si -5.43 2.722 12.247 0 0.006 0.004
Si -8.148 5.438 12.227 0.003 0 -0.004
Si -5.438 -8.159 12.237 -0.002 -0.002 -0.001
Si -8.164 -5.427 12.244 -0.001 0 0
Si -5.431 -2.713 12.25 -0.001 -0.005 0.004
Si -2.725 0.002 12.252 0.002 -0.01 0.004
Si -0.005 2.709 12.249 0.012 -0.005 0.006
Si -2.719 5.435 12.249 0.001 0.004 0.004
Si -0.009 8.163 12.245 0 0.005 0.006
Si -2.72 -5.437 12.234 0 -0.006 0.005
Si -0.006 -2.718 12.239 0 0.005 0
Si 1.348 1.326 13.595 0.015 -0.007 0.001
Si 4.069 4.065 13.574 -0.002 0.005 0.007
Si 1.347 6.796 13.597 -0.001 0.005 -0.001
Si 4.074 9.518 13.606 0.008 -0.007 0.005
Si 1.348 -4.081 13.6 -0.001 -0.005 0.006
Si 4.067 -1.354 13.598 -0.012 0.005 0.001
Si 6.81 1.359 13.586 0.004 -0.007 0.007
Si -6.785 4.092 13.599 -0.006 0 0.002
Si 6.814 6.796 13.582 0.003 -0.006 0.004
Si -6.787 -6.781 13.589 -0.004 0.003 0
Si 6.8 -4.066 13.611 -0.006 0.003 0.007
Si 9.529 -1.352 13.608 0.002 -0.003 0.006
Si -4.077 1.367 13.622 -0.01 0.01 0.004
Si -1.363 4.07 13.614 0.002 -0.005 0.005
Si -4.08 6.802 13.6 -0.005 0.005 0.008
Si -1.372 9.526 13.601 0 0.008 -0.005
Si -4.059 -4.07 13.604 0.006 -0.007 0
Si -1.368 -1.366 13.609 0.007 0 0.01
Si -0.019 -0.014 14.978 0 -0.006 -0.002
Si 2.723 2.682 14.928 -0.014 -0.004 -0.006
Si -0.002 5.433 14.967 0.008 0.006 0
Si 2.695 8.16 14.958 -0.005 -0.001 -0.002
Si -0.024 -5.43 14.963 0.005 -0.001 0.009
Si 2.694 -2.707 14.955 0.008 0.003 0.002
Si 5.441 0.008 14.943 0 0 0
Si 8.18 2.713 14.937 -0.003 0.006 -0.002
Si 5.433 5.43 14.912 0.001 -0.018 0.001
Si 8.183 8.164 14.93 0 0.001 -0.002
Si 5.43 10.891 14.959 0.004 0.005 -0.003
Si 8.168 -2.702 14.973 -0.001 -0.004 0.002
Si -5.434 0.001 14.981 0.004 -0.003 0.008
Si -2.716 2.72 14.996 0.006 -0.008 0.004
Si -5.422 5.443 14.973 0 0.002 0.007
Si -2.73 8.167 14.962 0.008 0.005 -0.003
Si -5.421 -5.423 14.953 -0.012 0.006 -0.002
Si -2.704 -2.728 14.992 -0.004 -0.006 -0.001
O -5.16 5.522 -3.44 0.043 0.077 -0.638
O 7.479 -1.596 -1.315 -0.041 0.203 -0.348
O -4.322 8.034 -6.992 -0.481 -0.017 0.471
O 7.261 -4.939 24.814 -0.069 -0.359 0.023
O -5.126 3.939 -6.943 -0.205 -0.408 0.389
O 6.546 -3.652 -5.613 -0.401 0.068 -0.217
O -7.514 -2.941 -6.749 0.306 -0.211 0.176
O 4.224 -4.76 -1.186 -0.033 -0.013 -0.209
O 2.275 -6.804 22.582 0.393 -0.267 0.137
O 4.027 -4.807 23.023 0.24 -0.224 0.522
O 0.453 -1.419 -1.104 -0.301 -0.555 -0.042
O 2.519 -5.998 24.944 0.388 -0.152 0.443
O -3.213 3.719 -3.803 0.187 -0.067 0.013
O 6.934 -2.263 24.82 0.05 0.088 -0.39
O 0.004 -4.872 -3.283 -0.285 -0.114 0.16
O -5.697 3 -3.204 -0.276 0.211 0.118
O 1.436 3.593 -1.445 -0.195 -0.365 -0.238
O -2.607 -2.766 -0.307 0.15 0.111 -0.335
O -0.017 5.415 -0.378 -0.021 -0.017 -0.19
O -5.733 0.304 24.771 -0.212 -0.206 0.485
O 5.725 2.623 25.221 0.451 -0.209 0.72
O -0.546 -2.163 -6.676 0.08 -0.543 -0.25
O 8.091 2.837 -0.396 0.044 0.2 -0.223
O -5.305 -3.833 -4.876 -0.328 0.072 -0.005
O 0.244 2.778 22.14 -0.021 0.15 0.504
O -4.229 4.275 -1.41 -0.105 0.276 -0.098
O -0.82 4.273 -4.736 -0.09 0.154 0.303
O -1.29 1.052 23.234 -0.081 -0.464 0.308
O 3.701 4.472 -2.196 0.058 -0.361 0.408
O 3.533 6.635 22.949 -0.094 0.176 0.384
O 6.125 3.572 -6.968 -0.083 -0.068 0.217
O -7.19 2.405 25.56 0.125 0.429 -0.274
O 4.771 6.652 -1.376 0.137 0.493 -0.153
O -6.532 6.368 -1.313 0.119 -0.539 0.005
O 8.115 2.132 -6.267 0.333 -0.188 0.025
O 2.045 4.495 23.118 -0.144 0.056 0.394
O 6.531 -6.043 -1.225 0.162 0.114 -0.208
O -7.512 1.241 -3.915 -0.436 -0.141 0.229
O -3.837 -7.099 -1.311 0.35 -0.07 0.023
O -5.513 -2.657 22.224 -0.07 -0.001 0.483
O -5.481 8.076 -3.029 -0.333 0.391 0.073
O -5.503 -5.381 -0.387 0.049 0.038 -0.025
O -0.572 1.012 -1.076 0.422 0.07 -0.376
O 6.69 -6.587 -4.724 0.02 0.348 0.168
O -7.192 6.331 26.463 -0.107 0.045 -0.465
O -5.033 0.473 -3.363 0.611 0.028 -0.422
O 6.207 4.451 -1.266 0.307 -0.331 -0.405
O -0.749 -4.536 -0.894 -0.006 0.267 -0.313
O 5.245 -3.751 26.023 -0.42 -0.213 -0.397
O -3.199 -2.727 -6.181 0.011 -0.505 -0.098
O 5.868 -4.211 -3.096 -0.203 -0.033 -0.016
O 6.394 0.706 -4.718 -0.336 0.274 0.044
O 2.111 -1.371 -6.497 0.094 -0.336 -0.15
O 0.086 8.021 22.241 -0.123 -0.145 0.567
O 7.095 6.208 -5.669 -0.017 -0.152 -0.367
O 0.824 -2.874 -4.737 0.33 0.172 0.52
O -3.803 4.828 22.779 -0.43 0.593 0.264
O 6.475 3.966 23.147 0.019 -0.068 0.295
O -4.122 -0.913 -1.312 0.164 0.315 -0.095
O -2.713 -6.182 -6.895 0.249 0.242 -0.113
O 5.494 -0.072 -0.473 -0.065 0.119 -0.298
O 0.96 -1.84 23.176 -0.362 0.459 0.206
O 3.581 1.443 -1.364 -0.078 0.074 -0.083
O 0.293 -0.168 -5.232 0.532 0.435 -0.296
O -3.375 1.36 24.711 -0.311 0.475 0.147
O 2.814 -8.101 -0.472 0.162 -0.088 -0.1
O 1.616 4.806 -3.851 0.124 0.43 0.125
O -7.549 6.689 -3.712 -0.358 -0.126 0.184
O 4.609 5.453 -6.093 -0.451 0.432 0.149
O -0.94 -3.678 23.301 -0.224 0.029 0.531
O 5.445 -0.017 24.664 -0.28 -0.314 0.191
O 4.26 1.777 23.205 0.032 0.551 0.096
O -0.796 -7.716 -5.785 -0.236 -0.308 -0.325
O 3.421 1.42 25.74 -0.546 0.018 -0.222
O 2.682 -0.047 22.267 0.132 -0.141 0.24
O 2.013 -5.168 -4.882 0.343 0.26 0.085
O 1.506 -4.393 23.051 -0.231 0.07 -0.325
O -7.069 -5.8 -4.382 -0.187 0.159 0.821
O -1.046 1.855 25.815 0.296 0 -0.152
O 2.265 6.116 25.208 -0.244 0.121 -0.09
O -7.322 -3.722 -1.261 -0.035 -0.347 -0.425
O -7.347 -4.354 22.965 0.141 -0.016 0.493
O 4.523 -0.444 -6.118 0.293 -0.007 -0.236
O -3.142 5.271 25.211 -0.383 -0.307 0.144
O -6.441 7.429 22.946 0.17 -0.28 0.386
O -5.388 2.813 22.099 -0.042 -0.162 0.074
O 2.58 1.287 -6.613 0.151 -0.097 0.236
O 8.026 0.086 25.085 0.044 -0.215 0.442
O -3.89 -0.79 23.195 0.441 -0.06 0.093
O 0.572 6.254 -5.73 0.339 -0.136 -0.349
O 8.061 -5.508 -6.689 0.058 -0.287 -0.6
O -2.86 -8.106 -3.469 0.093 0.007 -0.387
O 7.222 -6.364 22.719 -0.11 -0.264 0.09
O 2.11 -6.366 -7.171 0.229 -0.056 -0.144
O 4.736 -6.597 -3.02 -0.156 -0.264 0.349
O -2.644 3.2 -6.329 0.083 -0.394 -0.313
O -6.57 1.193 -1.44 0 -0.436 -0.202
O -1.48 1.777 -4.457 0.288 0.165 0.305
O -4.586 -7.072 23.217 0.278 -0.039 0.582
O 1.499 0.338 -2.625 -0.133 -0.24 -0.415
O 7.16 -0.78 22.773 0.185 0.512 0.198
O 5.378 -8.091 22.022 -0.022 0.13 0.269
O 1.281 -6.161 -1.306 0.36 0.089 -0.284
O -4.062 -1.887 -3.781 0.458 0.016 0.044
O 5.11 7.61 -4.617 -0.063 -0.156 -0.16
O -6.375 -1.583 -2.434 -0.192 0.362 -0.301
O 5.678 5.344 -3.62 0.093 -0.497 -0.144
O -3.785 -1.041 25.797 -0.07 -0.77 -0.068
O -1.862 3.476 23.916 0.51 0.036 -0.319
O -2.589 2.598 -0.364 -0.279 -0.016 -0.367
O -1.971 7.158 26.407 0.05 0.106 0.107
O -6.584 6.01 -6.009 0.21 0.275 0.342
O 2.595 -2.835 -0.398 -0.15 -0.025 -0.185
O -0.491 -5.068 -5.825 -0.382 0.149 0.019
O -1.539 6.068 23.169 0.308 -0.009 0.305
O 7.985 -2.808 -3.568 0.433 -0.161 -0.334
O -0.27 7.464 -3.544 0.262 -0.329 0.232
O -1.767 7.001 -1.406 -0.426 -0.201 -0.186
O 5.532 -2.804 22.136 -0.062 -0.032 0.612
O -4.476 -5.967 -3.646 0.137 0.375 0.145
O -8.098 5.556 22.158 -0.054 -0.33 0.484
O -2.742 -5.415 22.372 0.176 -0.099 0.129
O -7.92 -0.457 -5.932 -0.258 -0.224 0.187
O 5.604 -1.759 -4.074 -0.413 -0.143 0.115
O 0.897 -3.414 25.36 -0.143 0.154 0.165
O -7.698 -7.96 -5.806 0.462 0.002 -0.477
O 0.179 -7.446 25.702 -0.166 0.405 -0.402
O 4.362 4.723 24.529 -0.314 0.022 0.16
O 2.64 2.474 -3.536 0.106 0.003 -0.694
O -1.105 -6.874 -2.005 -0.32 0.08 0.308
O 6.819 5.094 25.546 -0.121 0.188 -0.232
O 4.104 -6.566 -5.547 0.103 0.314 -0.445
O -2.231 -0.412 -5.683 -0.46 0.397 -0.059
O -1.049 -0.45 -3.134 -0.521 -0.233 0.127
O -3.141 5.572 -7.393 0.645 0.104 0.398
O 1.25 3.662 -6.248 -0.396 -0.094 -0.243
O -7.346 1.458 23.081 -0.257 -0.165 0.04
O 3.968 0.2 -3.651 -0.104 -0.215 0.072
O 8.114 -8.072 -0.479 -0.069 -0.106 -0.261
O -5.484 7.985 25.346 0.243 -0.222 0.023
O -5.489 -1.469 -5.982 0.122 0.328 -0.14
O 1.737 -7.804 -4.997 0.125 -0.323 0.277
O -5.244 -6.037 -6.191 -0.371 0.004 -0.15
O -7.014 -6.607 24.233 -0.199 -0.156 0.67

Results
total energy: -101658.264 eV
total energy less fixed offsets of O -438.25, Si -107.07 eV per atom: -5.064 eV
